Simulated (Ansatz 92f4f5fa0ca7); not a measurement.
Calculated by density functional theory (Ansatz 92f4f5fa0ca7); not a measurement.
Periodic cell of 213 atoms, Si132O79H1N1, from a study of silicon, its oxide and their interface. The atomic structure is a simulated model.
Doubt: the cutoff is far below the 930 eV that the study's wrapper takes by default for these files, so forces and energies are approximate.
This geometry differs little from another in the collection (a relaxation step or a small displacement).

Settings
functional: PBE
potential files: Ansatz PAW
basis: plane waves
wave-function cutoff: 580 eV
density cutoff ratio: 5
exchange-correlation grid ratio: 1
k mesh: 1 x 1 x 1, Gamma-centred
self-consistency stop: 5e-08 eV per atom in the density residual
occupations: fixed
spin: none
net charge: 0

Cell vectors (angstrom)
a	10.938	0	0
b	0	10.938	0
c	0	0	31.5722

Atoms and the computed forces on them: element, x, y, z (angstrom), force x, y, z (eV/angstrom)
Si	-0.5578	0.5958	24.0664	-0.0377	0.0021	0.0334
Si	6.147	-0.5272	23.9651	0.0201	-0.0207	0.0425
Si	2.3372	3.2005	24.3832	-0.0001	0.0268	0.0096
Si	8.6348	2.4085	24.2703	0.074	0.0129	0.0402
Si	0.5166	4.8582	24.1637	0.0261	-0.0198	0.0232
Si	5.1532	5.7159	24.254	0.0012	0.0537	0.0238
Si	3.3182	7.5154	24.1175	0.0027	-0.03	0.0248
Si	7.7682	8.6201	24.2028	-0.0305	0.0099	0.0461
Si	1.3089	1.3468	25.3755	0.0011	0.0046	-0.0059
Si	6.879	1.2883	25.3688	-0.0125	-0.0152	-0.0086
Si	4.0767	4.1406	25.6234	-0.0201	-0.01	-0.0271
Si	9.6923	4.0621	25.5298	-0.0271	-0.0238	-0.0156
Si	1.436	6.7442	25.3589	0.0046	0.0157	-0.0159
Si	6.8318	6.8537	25.4642	-0.0106	-0.0034	-0.0057
Si	4.206	9.4973	25.167	0.0098	0.0025	-0.0074
Si	9.5717	9.6419	25.3381	0.0001	0.0169	-0.0179
Si	2.7728	-0.0613	26.6488	0.0033	-0.0055	0.0051
Si	8.2212	-0.0181	26.8138	0.0034	-0.0065	0.021
Si	0.0568	2.68	26.8743	0.0047	0.0124	0.0226
Si	5.503	2.6787	26.7671	0.0077	-0.0006	0.0055
Si	2.7027	5.4955	26.8977	-0.0017	0.0036	0.0353
Si	8.2337	5.4628	26.7712	0.0078	0.0106	0.0026
Si	0.026	8.204	26.6833	-0.0055	-0.0124	0.006
Si	5.4548	8.2271	26.7893	0.0056	-0.0065	0.0188
Si	4.1018	1.3673	28.1539	-0.0926	-0.3737	-0.5437
Si	9.5708	1.3673	28.1539	-0.0767	-0.1429	0.4635
Si	1.3673	4.1018	28.1539	0.0365	-0.1611	0.8244
Si	6.8362	4.1018	28.1539	0.1664	-0.1988	-0.2872
Si	4.1018	6.8362	28.1539	-0.0357	0.4713	0.4436
Si	9.5708	6.8362	28.1539	0.2214	0.2319	-0.4232
Si	1.3673	9.5708	28.1539	0.2266	-0.1516	-0.7233
Si	6.8362	9.5708	28.1539	-0.0547	0.0002	0.1834
Si	0	0	29.5212	-0.0835	0.0727	-0.02
Si	5.469	0	29.5212	-0.0112	-0.0464	0.0322
Si	2.7345	2.7345	29.5212	-0.0861	0.0949	0.0135
Si	8.2035	2.7345	29.5212	0.0457	0.0039	0.0361
Si	0	5.469	29.5212	0.0073	-0.0779	0.0309
Si	5.469	5.469	29.5212	-0.0287	0.049	-0.0396
Si	2.7345	8.2035	29.5212	0.0955	0.0126	0.046
Si	8.2035	8.2035	29.5212	-0.0432	0.0404	-0.0078
Si	1.3673	1.3673	30.8884	0.0485	-0.0495	0.0093
Si	6.8362	1.3673	30.8884	-0.0191	0.0573	-0.0347
Si	4.1018	4.1018	30.8884	0.0373	-0.0905	0.0065
Si	9.5708	4.1018	30.8884	-0.0253	0.0338	-0.0227
Si	1.3673	6.8362	30.8884	0.0123	0.0386	-0.0308
Si	6.8362	6.8362	30.8884	0.0477	-0.0507	0.0094
Si	4.1018	9.5708	30.8884	-0.0759	-0.0203	-0.0134
Si	9.5708	9.5708	30.8884	0.079	-0.0306	0.0019
Si	2.7345	0	0.6835	0.0469	0.0177	0.0349
Si	8.2035	0	0.6835	-0.0348	0.0438	0.0196
Si	0	2.7345	0.6835	-0.0514	0.08	-0.0279
Si	5.469	2.7345	0.6835	0.0612	-0.0606	0.0326
Si	2.7345	5.469	0.6835	-0.0565	0.0257	0.0267
Si	8.2035	5.469	0.6835	0.0314	-0.0615	0.0358
Si	0	8.2035	0.6835	-0.0414	-0.0294	0.0261
Si	5.469	8.2035	0.6835	-0.0768	0.1114	-0.024
Si	4.1018	1.3673	2.0507	-0.0582	0.1072	-0.0408
Si	9.5708	1.3673	2.0507	0.1627	0.0159	-0.0208
Si	1.3673	4.1018	2.0507	-0.0319	-0.1957	-0.0094
Si	6.8362	4.1018	2.0507	0.0082	0.0677	-0.0298
Si	4.1018	6.8362	2.0507	0.0783	-0.0176	0.0109
Si	9.5708	6.8362	2.0507	0.0381	0.0698	-0.0094
Si	1.3673	9.5708	2.0507	-0.0004	0.0097	-0.0018
Si	6.8362	9.5708	2.0507	-0.0813	-0.2081	-0.0292
Si	0	0	3.418	-0.1689	0.2854	-0.3075
Si	5.469	0	3.418	0.037	-0.0896	0.4076
Si	2.7345	2.7345	3.418	0.1265	-0.1033	-0.904
Si	8.2035	2.7345	3.418	-0.0603	0.2147	0.6324
Si	0	5.469	3.418	-0.2638	0.0135	0.1867
Si	5.469	5.469	3.418	0.2905	0.0702	-0.1904
Si	2.7345	8.2035	3.418	-0.063	0.0899	0.3406
Si	8.2035	8.2035	3.418	-0.3494	-0.1494	-0.3471
Si	1.396	1.3852	4.7208	0.0239	0.0259	-0.039
Si	6.8147	1.3787	4.8451	-0.0211	0.0139	-0.0085
Si	4.0824	4.0994	4.6949	-0.0026	-0.0008	-0.015
Si	9.5253	4.1869	4.8746	0.0121	0.0092	-0.0018
Si	1.3284	6.8469	4.7963	-0.0001	0.0083	-0.0074
Si	6.8511	6.8216	4.8205	0.0005	-0.0042	-0.0096
Si	4.114	9.5467	4.8474	0.0099	-0.011	-0.003
Si	9.4603	9.6532	4.7074	-0.0016	-0.0076	-0.0091
Si	2.6761	-0.0211	6.1553	-0.0213	-0.0198	0.0134
Si	8.1912	0.0446	6.249	0.0741	0.0175	0.0289
Si	0.1534	2.8877	6.0655	0.0145	-0.0066	0.0415
Si	5.3237	2.7116	6.129	-0.0093	-0.0122	0.0076
Si	2.8071	5.4994	6.0703	0.0202	-0.0105	0.0234
Si	8.1215	5.5067	6.4075	-0.0108	0.0103	0.0009
Si	-0.2109	8.1993	5.9997	-0.0247	-0.0095	0.0037
Si	5.4904	8.1629	6.2316	0.0098	0.0114	0.0248
Si	3.4325	1.8415	7.3677	0.0297	0.0354	-0.0264
Si	10.2737	0.9638	7.0463	-0.0475	-0.0346	-0.0066
Si	2.0074	3.7547	7.3965	-0.0102	-0.0396	-0.0521
Si	6.2336	4.4102	7.4563	-0.0376	0.0107	0.0056
Si	4.5923	6.2723	7.3987	0.0297	0.0011	0.0028
Si	8.9249	7.5663	7.462	-0.0192	0.0472	-0.0264
Si	0.7659	9.9717	7.1372	0.0001	0.0372	-0.0098
Si	7.0854	9.2824	7.5633	-0.0026	-0.0572	-0.0408
O	0.7124	9.5802	8.7677	0.0104	-0.0074	0.0126
N	2.3581	4.1168	9.1401	-0.0111	0.0213	0.0508
O	10.5737	1.4526	8.637	0.0377	0.016	-0.0045
O	6.3691	9.6752	9.0404	-0.0226	0.0205	0.0506
O	3.3219	1.6046	9.0385	-0.0053	-0.011	0.024
O	4.0076	6.464	8.9534	-0.0241	-0.0112	0.0116
O	6.2978	3.6715	8.9743	0.0092	-0.0118	0.0141
O	9.6131	7.7379	8.9981	0.0113	-0.0086	0.027
O	3.1273	2.8337	22.9565	-0.0041	0.0098	-0.0252
O	6.2194	10.7288	22.3029	0.0038	0.0114	-0.0361
O	8.1019	3.2587	22.9474	-0.024	0.01	-0.0268
O	0.0077	4.9664	22.5591	0.0141	-0.0047	-0.0425
O	8.1272	8.1762	22.6363	0.0091	0.0062	-0.0424
O	2.6817	7.688	22.5741	-0.0068	0.0022	-0.0203
O	5.8785	4.8244	23.0232	0.0128	-0.0262	-0.022
O	10.7686	11.1901	22.4731	0.006	-0.0041	-0.0317
Si	7.0477	0.1662	20.9279	-0.0039	0.0067	0.0223
Si	6.9747	2.3957	14.7125	0.003	-0.0008	-0.0058
Si	6.7782	2.4095	9.9065	-0.0097	-0.0069	-0.031
Si	3.1738	3.669	21.5673	-0.013	-0.0018	0.0267
Si	-3.1644	7.2073	21.3761	-0.009	-0.0153	0.0244
Si	-0.6233	9.1075	9.5918	-0.0273	0.0106	-0.029
Si	10.0573	11.3956	21.0124	0.0021	0.01	0.0295
Si	3.9807	3.0116	14.7034	0.0004	-0.0036	0.0052
Si	4.8289	-6.2847	18.137	0.002	0.0017	0.0104
Si	7.3009	4.2947	12.3539	-0.0003	-0.0108	-0.0128
Si	-2.0097	7.8467	16.698	0.0021	0.0016	-0.0013
Si	5.7641	10.4539	10.361	0.0118	0.0033	-0.031
Si	3.4338	-1.7246	12.0847	0.0025	-0.0029	-0.0106
Si	7.2763	10.5116	13.1772	-0.0046	-0.0025	-0.016
Si	16.0974	-3.8289	19.719	-0.0015	-0.0046	0.0088
Si	14.0259	0.2044	14.3177	-0.0013	-0.0038	-0.0031
Si	7.1792	4.3319	22.156	-0.0017	-0.0074	0.0316
Si	0.561	4.8315	21.0211	0.0144	-0.0011	0.0301
Si	2.8376	2.7499	10.1168	-0.0015	-0.0037	-0.0242
Si	11.293	1.0247	14.8851	0.0003	0.0024	-0.0016
Si	9.4708	1.0296	9.7432	-0.0219	-0.0147	-0.0266
Si	15.2165	15.4614	12.0546	0.0059	-0.0007	-0.0164
Si	5.0623	8.9546	14.5344	0.0023	-0.0029	0.0006
Si	11.5454	8.0112	12.1666	0	0.0034	-0.0011
Si	10.1768	5.2646	12.7423	-0.0042	0.0018	-0.0045
Si	9.8307	9.4494	14.24	0.0012	-0.0083	-0.0026
Si	5.6723	2.6988	19.9616	-0.0005	-0.0005	0.0055
Si	8.8423	9.121	19.5127	0.0017	0.0021	-0.0015
Si	2.7394	6.6943	21.2828	0.0028	-0.0017	0.0314
Si	9.3545	2.7489	16.5852	0.006	0.0027	0.0071
Si	11.1985	2.2992	11.9462	-0.0065	-0.0077	-0.013
Si	-0.1582	2.8176	19.1133	0.0052	0.0048	0.0087
Si	2.7722	5.7112	9.7366	0.0033	0.007	-0.0322
Si	-0.4411	-5.5205	15.9653	-0.0005	0.003	0.0024
Si	5.9096	-3.8956	16.8687	-0.0044	-0.0016	0.0001
Si	2.0514	3.9059	17.1129	-0.0022	-0.0017	0.0099
O	19.0446	1.7492	9.238	-0.0043	0.0078	0.0088
O	16.7861	5.0367	12.1191	-0.0047	0.0014	0.0061
O	9.3675	4.3675	16.4823	-0.0025	-0.0053	0.0006
O	4.1259	-0.7703	15.1203	-0.0016	0.0001	0.002
O	12.6224	3.6387	20.9257	-0.0017	0.0232	0.0048
O	1.2709	6.2824	20.6643	-0.002	-0.0105	0.009
O	10.8301	3.854	12.2555	0.0022	0.0025	0.001
O	-0.4839	4.2618	19.8879	-0.0004	-0.0091	-0.0001
O	-1.4362	-8.5519	18.1675	-0.0038	-0.0007	-0.0095
O	4.2981	9.7848	10.7898	-0.0082	-0.0067	0.0144
O	3.46	5.2859	21.7903	-0.0117	-0.0116	-0.0133
O	10.8802	1.6023	20.1984	0.0034	0.0053	-0.0034
O	-4.1867	3.5808	20.7859	-0.0056	-0.0018	-0.0206
O	-2.8859	5.6556	21.7662	0.0007	0.0148	0.0075
O	13.6709	10.4604	12.8795	0.0005	0.004	0.0095
O	3.2882	5.597	11.3118	-0.0019	-0.0022	0.008
O	8.4872	11.8076	21.3053	0.0023	-0.0081	-0.009
O	10.3302	5.4983	14.3442	0.001	0.0006	0.0075
O	1.462	6.6669	9.4954	0.3323	0.1218	-0.0974
O	4.0837	3.1681	11.1273	0.0017	0.0025	0.0108
O	11.4053	12.4516	13.3436	0.002	-0.0058	0.0147
O	8.8399	-0.8747	13.0999	0.0017	-0.002	0.0042
O	11.1101	8.6288	13.6264	-0.0037	0.0016	0.0052
O	7.0164	1.0928	13.727	0	0.0043	0.0072
O	5.4975	2.7993	15.2846	-0.0013	-0.0005	0.0001
O	7.279	3.0318	11.3252	0.0058	0.0109	0.0204
O	4.1941	2.8809	20.6126	-0.0017	0.002	0.0123
O	14.7776	4.2335	13.6143	-0.001	-0.0031	0.0046
O	5.7393	12.0785	10.054	0.0018	-0.0017	0.0118
O	-4.7307	7.4413	20.9227	0.005	0.0002	-0.0074
O	10.6841	8.879	11.1257	0.0089	-0.0073	0.0196
O	5.1722	-3.1741	15.6203	0.0046	-0.0021	0.0045
O	5.2122	5.4997	19.4778	-0.001	-0.0058	-0.0041
O	12.7686	0.4841	15.3137	-0.0016	0.0007	-0.0005
O	-2.3328	5.2944	12.2053	0.0021	0.0009	0.0007
O	3.6392	7.482	20.1721	0.0055	0.0058	-0.0073
O	11.0574	6.4525	12.0471	-0.0011	-0.0065	0.0068
O	8.7875	-3.323	20.16	0.0049	0.0034	-0.0107
O	8.963	8.5241	15.2325	0.0021	0.0003	0.0023
O	-0.7455	6.8191	16.7367	-0.0001	-0.0008	0.0017
O	6.1097	1.1405	20.0205	-0.0035	0.0054	-0.0006
O	7.4257	-1.0855	19.9339	0.0028	-0.0057	0.0025
O	2.9017	3.1611	15.9188	-0.0007	0.0013	0.0001
O	5.4235	-5.4646	16.8564	0.0025	0.0034	-0.0011
O	7.9791	2.1394	15.9739	0.0008	-0.0009	0.001
O	10.3134	-0.2313	15.1348	0.0018	0.0039	0.0022
O	6.7258	10.3034	11.6677	0.0054	-0.0013	0.0226
O	12.0153	4.9968	16.3905	0.0007	-0.0033	0
O	1.1628	2.9613	18.1265	0.0044	0.0013	-0.0109
O	10.6872	2.2391	15.77	-0.0028	-0.003	0.0023
O	6.5468	9.5182	14.2348	-0.0021	-0.001	0.0009
O	3.1991	-6.3256	18.0358	0.0036	-0.0024	-0.0022
O	7.5237	7.0365	16.7687	-0.0019	-0.0014	0.0026
O	5.5303	3.195	18.3969	-0.0015	0.0026	-0.0069
O	5.4901	7.7999	18.2733	0.0023	0.0036	-0.0031
O	-1.909	-1.989	17.9021	0.0019	-0.0041	-0.0047
O	1.6103	2.2025	11.0475	-0.0026	0.0011	0.0072
O	10.0709	10.0101	20.1304	-0.0022	-0.009	-0.0001
O	2.1896	-2.7431	11.7973	0.0081	0.0023	0.0053
O	4.4288	8.418	13.1234	0.0022	0.0012	0.0063
O	9.2297	-0.59	9.6217	0.002	-0.0172	0.0128
O	7.4854	14.6247	13.8552	0.0003	-0.0046	0.0078
O	3.6997	1.6399	13.8873	0.0003	0.0025	0.0018
O	9.9572	1.546	11.1987	0.0105	0.0088	0.0164
H	0.6114	6.2358	9.6328	-0.309	-0.1311	0.0881

Results
free energy: -129241.286 eV
free energy less fixed offsets of H -15.97, N -385.13, O -568.88, Si -635.61 eV per atom: 1.854 eV

The program warned: the cutoff lies below the one the program advises for these potential files; the forces do not sum to zero within the program's tolerance; the exchange-correlation potential is rough where the density is thin.
